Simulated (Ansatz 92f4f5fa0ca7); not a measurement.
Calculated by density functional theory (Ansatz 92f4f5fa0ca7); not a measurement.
Periodic cell of 186 atoms, Si104O82, from a study of silicon, its oxide and their interface. The atomic structure is a simulated model.

Settings: functional r2SCAN; potential files Ansatz norm-conserving; basis plane waves; wave-function cutoff 1300 eV; density cutoff ratio 4; exchange-correlation grid ratio 1; k mesh 2 x 2 x 1, shifted by 0.5 0.5 0.5 of a step; self-consistency stop 5e-08 eV per atom in the density residual; occupations Fermi-Dirac, 0.05 eV; spin none; net charge 0.

Cell vectors (angstrom)
a 11.5403 0 0
b 0 11.5403 0
c 2.617 4.6469 26.1154

Atoms and the computed forces on them: element, x, y, z (angstrom), force x, y, z (eV/angstrom)
Si 0.2127 -1.2008 0.5483 0.0348 -0.2835 -0.4271
Si -0.1808 4.2153 0.3787 0.0035 0.1596 -0.3602
Si 0.0317 7.2662 0.8485 0.0068 0.0674 -0.7894
Si 3.8763 -0.5412 0.7554 -0.0322 -0.0383 -0.6142
Si 3.8286 2.5928 0.4062 0.041 -0.1467 -0.4259
Si 3.8119 7.8854 0.263 -0.1655 0.0733 -0.5768
Si 7.7455 0.0575 0.2882 0.0049 0.1094 -0.113
Si 7.6793 3.3343 0.5413 0.0182 -0.0355 -0.0934
Si 7.7264 6.6089 0.3199 0.0019 -0.1636 -0.1976
Si 1.9377 -0.6297 2.0427 -0.1349 -0.0652 -0.2292
Si 1.8409 3.3042 1.5743 -0.0399 0.1125 -0.2646
Si 2.0868 7.2441 1.8573 0.1482 0.1782 -0.2649
Si 5.933 -0.4793 1.814 0.0671 0.1224 -0.3062
Si 5.6906 3.2383 1.7765 -0.1753 -0.0566 -0.1673
Si 5.7621 7.1771 1.5729 -0.1214 -0.0111 -0.1313
Si 9.6909 -0.4579 1.617 0.1595 -0.0432 -0.2125
Si 9.6144 3.4577 1.8389 0.2742 0.0649 -0.1957
Si 9.5049 7.1497 1.877 -0.0234 -0.1494 -0.2227
Si 1.8299 1.452 3.1071 -0.0489 0.0686 0.0566
Si 2.0101 5.216 3.0492 -0.0026 -0.0084 0.0643
Si 1.9862 9.0199 3.3275 0.1479 -0.1897 0.4277
Si 5.806 1.3831 3.1988 0.0643 -0.0555 0.2496
Si 5.6437 5.2685 3.0347 0.019 -0.1093 -0.1113
Si 5.887 9.0611 3.0751 -0.0001 0.0977 -0.0326
Si 9.7401 1.4317 3.0863 -0.0288 0.0805 -0.0647
Si 9.5742 5.2814 3.2572 -0.1068 0.0091 0.3673
Si 9.566 9.1701 3.0777 -0.0947 0.073 0.0167
Si 0.0172 1.4576 4.5638 0.0531 -0.053 0.0315
Si 0.0611 5.2705 4.4837 0.0252 -0.1123 -0.0949
Si -0.0372 9.0607 4.5084 -0.0096 -0.0043 -0.0368
Si 3.8029 1.3743 4.4656 0.0176 0.0942 -0.0091
Si 3.8276 5.2599 4.5199 0.0266 0.0193 0.0366
Si 3.9635 9.087 4.539 -0.1351 -0.0671 -0.0116
Si 7.7798 1.4071 4.4793 -0.1349 -0.0257 -0.0615
Si 7.5731 5.2243 4.4688 0.0538 0.1295 -0.0393
Si 7.7302 9.1136 4.5121 0.1327 -0.0265 -0.0104
Si 0.0937 -0.5263 5.8178 -0.162 0.0652 -0.0659
Si 0.0491 3.3899 5.9197 -0.0044 0.0703 0.0405
Si -0.0607 7.1486 5.9012 0.0628 0.1504 0.0702
Si 3.8071 -0.5374 5.8926 0.1061 -0.0079 0.0314
Si 3.8116 3.304 5.8029 0.0289 -0.0534 -0.0704
Si 3.9018 7.193 5.9217 -0.0388 -0.1092 0.0558
Si 7.7959 -0.5091 5.8626 -0.0698 -0.0315 0.0406
Si 7.6458 3.3138 5.8528 0.1608 0.0628 0.0686
Si 7.6707 7.1553 5.8031 -0.0366 -0.0472 -0.0487
Si 1.8726 -0.4763 7.3573 0.0006 -0.0472 0.174
Si 2.0104 3.3175 7.2941 0.0888 0.0166 0.1274
Si 1.9072 7.2498 7.2115 -0.0069 0.1103 -0.209
Si 5.8063 -0.5669 7.1205 -0.0666 0.1137 -0.2601
Si 5.6736 3.3485 7.184 -0.1934 -0.1555 -0.1102
Si 5.8696 7.1858 7.2777 0.0785 -0.0021 0.0913
Si 9.7864 -0.5592 7.1973 0.2219 0.0145 -0.1278
Si 9.5991 3.3638 7.1993 -0.1438 0.0603 -0.2619
Si 9.4867 7.0668 7.254 -0.1299 -0.1192 -0.0053
Si 1.9984 1.459 8.8297 0.0526 -0.0353 0.0555
Si 1.9231 5.3288 8.5211 0.2164 0.1318 0.2955
Si 1.8393 9.0959 8.7143 -0.2786 -0.2556 0.219
Si 5.7122 1.3423 8.3901 -0.0377 0.0006 0.1784
Si 5.6941 5.244 8.6023 -0.0537 0.0306 0.2796
Si 5.8583 9.158 8.6159 0.2332 0.1666 0.2031
Si 9.8485 1.4228 8.4692 0.1571 0.0071 0.1671
Si 9.3387 5.145 8.714 0.1903 -0.137 0.5116
Si 9.6579 9.0318 8.5203 0.0054 -0.1006 0.0023
Si 0.0369 1.9511 10.1376 -0.121 0.2031 0.1417
Si -0.0858 5.1047 9.7056 0.0383 -0.013 0.4295
Si -0.1195 8.2439 9.9807 -0.0327 0.0993 0.3529
Si 4.0546 0.995 10.0518 0.1182 -0.1717 0.0923
Si 3.7853 5.97 9.9325 -0.0633 -0.0416 0.0467
Si 3.8826 9.243 9.8518 0.0569 0.0234 -0.0394
Si 7.771 1.3213 9.4043 0.0279 -0.1362 0.8914
Si 7.2911 4.2584 10.14 -0.1988 -0.3844 -0.1056
Si 7.8378 9.82 9.8349 0.0232 0.1862 0.6678
Si 4.8608 4.1844 20.0285 0.2464 -0.1176 0.1335
Si 4.7626 3.7379 11.7647 -0.0514 0.0478 -0.1296
Si 11.3722 9.8503 17.8925 -0.097 -0.0051 -0.0098
Si 9.6188 9.3034 12.1819 -0.017 -0.0871 -0.0984
Si 14.2378 7.6209 20.9926 -0.0163 0.0612 -0.0042
Si 9.5394 4.9 15.9424 0.0858 -0.0724 -0.0854
Si 4.5519 5.1546 17.2666 0.0294 -0.0993 0.0155
Si 5.2906 6.062 22.0676 0.1769 0.0497 -0.0131
Si 14.8811 4.7621 23.8564 0.107 0.0414 -0.0721
Si 9.5389 7.5437 17.162 0.0739 0.0021 0.0521
Si 5.1012 10.0513 16.7611 0.0896 -0.0571 -0.0547
Si 2.2649 5.373 19.1988 -0.0921 0.0134 0.0679
Si 6.6833 7.4121 16.3939 -0.0087 -0.0835 -0.0281
Si 7.4947 2.7335 16.1863 -0.0227 -0.0065 0.0061
Si 8.7079 1.2209 22.0653 -0.2416 0.0226 -0.0143
Si 4.7294 3.2295 14.8387 0.0346 -0.0098 0.0899
Si 10.597 2.2002 24.3172 -0.0187 0.0545 0.1137
Si 3.6968 0.7221 16.0026 -0.1008 0.1923 -0.0724
Si 5.9176 12.4162 18.0243 0.0985 0.1217 0.2868
Si -0.547 0.4381 12.923 -0.1396 0.1526 -0.0011
Si 14.3798 9.8834 18.9977 0.1707 0.0284 0.2181
Si 1.5169 2.6161 22.4896 0.0712 -0.0381 0.0066
Si 5.8134 8.3136 23.726 0.0296 0.0767 -0.3003
Si 10.2142 2.1406 15.198 -0.0009 0.089 -0.0882
Si 8.9221 7.2942 14.4958 0.0804 -0.0033 -0.1501
Si 0.6688 0.0014 15.5885 -0.0127 0.0425 0.0705
Si 6.465 11.3358 23.3747 0.0364 0.0579 -0.2152
Si 12.2115 3.0318 19.6621 -0.0531 0.1218 -0.0234
Si 6.017 1.5551 21.0351 0.0167 0.0813 0.1709
Si 10.7189 12.1553 19.7648 -0.1431 -0.0498 0.1016
Si 14.1924 7.7236 23.7726 0.0214 -0.0019 -0.0847
Si 13.5775 12.3373 20.4186 0.2314 -0.0524 0.1228
O 3.8187 0.959 -0.041 -0.1206 0.2373 0.5382
O 4.8298 5.0459 23.2581 -0.2239 0.1612 -0.0311
O -0.7447 3.6623 -1.068 0.1906 0.0321 0.1971
O 13.5255 8.1971 22.349 0.3562 -0.2401 0.0048
O 14.0202 6.1216 23.8595 0.1365 0.1036 -0.0575
O 14.9589 15.7898 25.3715 -0.1438 -0.0401 -0.0403
O 5.5492 12.1767 22.3005 0.3198 0.0283 0.0306
O 3.9652 3.4669 -0.9841 -0.0802 -0.3013 0.1408
O 3.8033 1.8994 14.9064 0.1681 -0.0036 0.2289
O 13.5008 2.0604 19.3821 -0.2976 -0.0868 0.2494
O 6.2835 2.8481 15.1196 -0.1794 0.0666 0.1794
O 3.8437 9.5334 -0.1199 0.0155 -0.1665 0.5907
O 7.6989 -1.0709 -0.9405 0.0475 0.0614 -0.0381
O 9.5924 2.1615 23.0369 0.1343 -0.1752 0.1941
O 7.7239 1.7077 -0.1674 0.0201 0.1367 0.4106
O 7.6921 4.9611 -0.1503 0.0015 -0.0124 0.3953
O 7.8091 7.7308 -0.9035 -0.0182 -0.0797 -0.0459
O 6.2769 10.9231 17.4849 -0.3988 0.1081 -0.1577
O -0.0086 3.6012 10.5493 0.0314 -0.1866 -0.546
O 10.3839 1.7928 13.6117 0.1214 -0.3037 0.2813
O 6.9754 2.0125 17.5436 -0.1511 -0.1045 -0.1717
O 3.8708 7.5844 10.4691 0.0275 -0.0014 -0.318
O 0.5901 3.2467 21.2893 0.2301 -0.2209 -0.1363
O 4.4044 2.2204 11.163 0.0161 0.1979 0.1768
O 3.7428 4.8663 11.1566 0.1965 -0.0296 0.0415
O -0.0448 6.6309 10.4743 -0.0702 0.3321 -0.5236
O 7.8087 2.6847 10.3507 -0.2915 0.6785 -0.4143
O 7.7451 -0.105 10.2719 0.0575 -0.2969 -0.7898
O -0.0171 0.9197 11.4511 -0.0925 0.3317 -0.05
O 5.6637 6.2524 16.8712 -0.0012 0.0361 -0.0115
O 9.343 8.0391 13.1539 0.0246 0.1298 0.109
O 3.9929 10.8859 10.5485 -0.1111 -0.1952 -0.4197
O 8.2459 9.2076 11.306 0.1862 0.1056 -0.1844
O 8.1287 4.2199 16.4442 0.1437 -0.1046 -0.18
O 9.864 -0.752 12.827 0.1393 -0.0819 -0.0883
O 7.9181 7.5745 17.4771 0.0816 -0.0322 -0.2935
O 5.2091 4.2087 18.4402 -0.2679 0.1688 -0.0277
O 9.6978 8.1349 15.6547 -0.2672 -0.3682 0.1079
O 10.4898 8.4798 18.0781 0.0346 0.0949 -0.1448
O 2.365 1.331 21.9209 -0.2857 0.1706 -0.2884
O 4.5019 10.9271 15.5164 -0.0135 0.0852 0.4387
O 0.6289 -0.1112 13.9489 -0.2381 0.1388 0.1522
O 5.8608 5.2371 20.7958 -0.4312 -0.0917 0.0582
O 4.207 4.2976 15.9435 0.1666 -0.1222 -0.0359
O 6.311 7.1806 22.647 -0.391 0.0281 0.2654
O -0.5302 9.0492 11.3578 -0.1896 -0.131 -0.0011
O 10.5191 11.0713 18.5739 0.2479 -0.0678 0.0097
O 5.0074 2.7837 20.7996 0.1029 -0.016 -0.1668
O 8.6691 1.8101 15.5644 0.1514 0.2525 0.0781
O 7.5114 2.1083 21.395 -0.0338 -0.328 0.0288
O 10.0058 5.9591 17.1089 -0.2136 0.1772 -0.2208
O 12.0795 11.7085 20.5394 0.0077 0.2134 -0.2309
O 6.0076 0.7493 19.6322 -0.0747 0.1112 -0.1099
O 8.0265 11.5872 22.9709 -0.1166 0.2438 -0.0582
O 3.1337 5.7618 17.8571 0.1427 -0.1753 0.1929
O -0.3045 1.2212 16.0406 0.0322 -0.1379 -0.2691
O 3.8475 9.7558 17.753 0.0646 0.107 -0.0656
O 12.8298 9.6606 18.5876 -0.0535 0.0648 -0.0601
O 6.1426 9.7751 23.1469 -0.0154 -0.0441 0.246
O 6.2898 4.2859 11.4799 0.1109 -0.0767 -0.2886
O 9.4135 5.7359 14.5336 -0.1395 0.1736 0.4151
O 0.0649 8.7414 0.0241 -0.102 0.2691 0.6353
O 4.4197 1.2184 17.4071 0.1407 -0.1909 -0.2146
O 3.2861 4.5497 20.1665 -0.0136 0.1309 -0.2261
O 15.7483 8.1894 23.9568 -0.1108 -0.1825 -0.0841
O 5.757 8.7098 16.2392 0.0405 0.0263 0.0895
O 4.5627 3.813 13.359 0.0271 -0.2009 -0.0882
O 14.6106 11.287 19.7914 -0.2604 -0.0717 -0.11
O 10.5617 3.6847 15.5988 -0.335 -0.1019 0.0415
O 6.2122 11.7488 24.9281 0.1374 0.2946 0.2591
O 0.1169 10.1983 16.3239 0.0388 0.1536 0.1293
O 0.947 4.4423 18.9009 0.2481 -0.0899 0.1657
O 3.9826 6.8249 21.5218 -0.0196 -0.0591 0.0104
O 2.1373 0.3436 16.1819 0.0229 -0.0668 -0.0928
O 7.3319 7.2136 14.8989 0.2133 0.0409 0.3017
O 0.0591 5.8323 -0.0292 -0.1023 -0.4641 0.6299
O 10.8825 2.1721 19.2184 0.3037 -0.1772 0.1752
O 12.112 2.2273 23.7414 -0.0528 0.0454 -0.0528
O 2.6023 3.6901 22.9408 -0.0287 -0.0112 0.0839
O 1.7648 6.6702 20.0493 0.2839 -0.0739 0.0028
O 9.5253 12.076 20.8473 0.1231 0.1717 -0.0084
O 14.8262 8.784 20.0735 -0.2173 -0.04 -0.0745

Results
free energy: -50296.976 eV
free energy less fixed offsets of O -463.61, Si -117.95 eV per atom: -14.156 eV
pressure: -2.36 GPa
stress xx, yy, zz, yz, xz, xy (GPa, positive in tension): 1.22, 4.44, 1.43, -0.12, -0.07, 0.89
